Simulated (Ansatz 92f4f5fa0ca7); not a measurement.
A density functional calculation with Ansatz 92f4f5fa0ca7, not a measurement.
Periodic cell of 236 atoms, Si145O89B2, from a study of silicon, its oxide and their interface. The atomic structure is a simulated model.
Doubt: the cutoff is far below the 930 eV that the study's wrapper takes by default for these files, so forces and energies are approximate.

Settings
functional: PBE
potential files: Ansatz PAW
basis: plane waves
wave-function cutoff: 580 eV
density cutoff ratio: 5
exchange-correlation grid ratio: 1
k mesh: 1 x 1 x 1, Gamma-centred
self-consistency stop: 5e-08 eV per atom in the density residual
occupations: fixed
spin: none
net charge: 0

Cell vectors (angstrom)
a 11.6015 0 0
b 0 10.938 0
c 0 0 32.0622

Atoms: element, x, y, z (angstrom)
Si -0.2129 -0.0712 23.2466
Si 3.6612 0.2416 23.1799
Si 7.5458 -0.1098 23.4356
Si 1.653 1.3986 23.4013
Si 5.7318 1.4426 23.2034
Si 9.4425 1.2458 23.3555
Si 0.175 5.3581 23.4301
Si 4.1113 5.3594 23.4481
Si 8.0586 5.6183 23.5536
Si 2.1645 6.6564 23.3359
Si 5.9961 6.7776 23.5077
Si 10.0123 6.9029 23.5788
Si 1.8858 2.6958 25.3642
Si 5.829 2.6748 25.269
Si 9.6448 2.7005 25.2612
Si 11.5969 4.0526 25.3707
Si 3.8848 3.9886 25.3416
Si 7.7519 4.094 25.3352
Si 1.9688 8.1771 25.1894
Si 5.7862 8.1943 25.3763
Si 9.7096 8.291 25.418
Si 11.6376 9.5827 25.2523
Si 3.8674 9.6075 25.1108
Si 7.6924 9.5536 25.4055
Si 11.652 0.0029 27.2013
Si 3.9019 -0.0349 27.1419
Si 7.7638 0.0032 27.2899
Si 1.9821 1.3312 27.2625
Si 5.831 1.337 27.2147
Si 9.7016 1.3473 27.209
Si 11.5916 5.4887 27.2391
Si 3.8462 5.4335 27.2284
Si 7.7166 5.4717 27.2568
Si 1.9387 6.8396 27.1748
Si 5.7619 6.8084 27.2742
Si 9.6554 6.8347 27.2727
Si 1.9454 2.7272 29.1734
Si 5.7932 2.7207 29.1454
Si 9.6837 2.7327 29.1436
Si 0.0132 4.1045 29.1615
Si 3.8628 4.0909 29.1729
Si 7.7317 4.0867 29.1728
Si 1.942 8.1908 29.1341
Si 5.7917 8.1978 29.1832
Si 9.6728 8.2112 29.1904
Si 0.0113 9.5668 29.141
Si 3.8734 9.5682 29.1211
Si 7.735 9.5528 29.1932
Si 0 0 31.0965
Si 3.8672 0 31.0965
Si 7.7343 0 31.0965
Si 1.9336 1.3673 31.0965
Si 5.8008 1.3673 31.0965
Si 9.6679 1.3673 31.0965
Si 0 5.469 31.0965
Si 3.8672 5.469 31.0965
Si 7.7343 5.469 31.0965
Si 1.9336 6.8362 31.0965
Si 5.8008 6.8362 31.0965
Si 9.6679 6.8362 31.0965
Si 1.9336 2.7345 0.9679
Si 5.8008 2.7345 0.9679
Si 9.6679 2.7345 0.9679
Si 0 4.1018 0.9679
Si 3.8672 4.1018 0.9679
Si 7.7343 4.1018 0.9679
Si 1.9336 8.2035 0.9679
Si 5.8008 8.2035 0.9679
Si 9.6679 8.2035 0.9679
Si 0 9.5708 0.9679
Si 3.8672 9.5708 0.9679
Si 7.7343 9.5708 0.9679
Si 11.6157 0.0179 2.9034
Si 3.864 0.0036 2.9215
Si 7.7523 0.0018 2.8998
Si 1.9425 1.3859 2.9187
Si 5.8215 1.343 2.8611
Si 9.6678 1.373 2.9179
Si 11.5745 5.4931 2.8739
Si 3.8866 5.4781 2.9084
Si 7.7501 5.5004 2.8911
Si 1.9254 6.8057 2.8734
Si 5.8198 6.8415 2.8894
Si 9.6682 6.8907 2.9453
Si 1.9312 2.813 4.8229
Si 5.8528 2.714 4.7602
Si 9.6156 2.7801 4.8379
Si 11.5589 4.1137 4.7772
Si 3.9315 4.0811 4.8235
Si 7.7376 4.1948 4.8511
Si 1.9091 8.1333 4.8101
Si 5.8302 8.2287 4.7985
Si 9.6765 8.2986 4.8955
Si 11.6502 9.6322 4.8632
Si 3.8419 9.4656 4.7964
Si 7.7403 9.6579 4.8891
Si 11.6297 0.2053 6.7464
Si 3.7772 -0.0777 6.6647
Si 7.7347 0.0455 6.9138
Si 2.078 1.4877 6.7624
Si 5.7313 1.2619 6.6369
Si 9.6857 1.4988 6.8386
Si 11.5498 5.4759 6.6932
Si 3.9953 5.4032 6.7971
Si 7.7578 5.6177 6.811
Si 1.9943 6.623 6.6574
Si 5.8336 6.9375 6.7607
Si 9.7684 7.0016 6.8945
O 10.0019 7.9402 8.2788
O 7.661 9.9197 8.2183
O 7.4952 4.5419 8.063
O 3.3916 10.3118 8.211
O 2.0538 7.5101 8.0465
O 4.0298 4.5531 8.2514
O 9.9068 2.3827 8.2452
O 2.6332 2.31 8.1403
O 11.4391 4.554 8.068
O 5.3755 2.313 7.8673
O 5.8177 7.9629 8.0824
O 11.364 10.2529 8.1057
O 11.2235 10.0718 21.7716
O 3.1979 10.6815 21.6419
O 5.8152 7.7398 22.1637
O 4.2016 4.5192 21.998
O 7.6722 9.7052 22.1817
O 10.2109 7.6739 22.1183
O 1.5853 2.3617 22.0453
O 5.9355 2.5122 21.9175
O 8.5331 4.8122 22.1738
O -0.0752 4.4401 22.0484
O 2.4233 7.4503 21.898
O 9.1365 1.9379 21.8772
Si 1.9106 7.7472 9.627
B 4.9648 1.0347 18.4098
Si 2.4664 5.4517 14.0201
Si 10.5133 3.7908 14.1182
Si 8.1796 2.3156 15.291
Si 9.4976 2.263 20.3256
Si 10.5867 3.6212 9.0862
Si 0.0625 2.3285 11.5863
Si 10.9443 8.1548 15.387
Si 5.163 6.826 13.825
Si 5.7826 2.5796 11.1454
Si 8.5346 7.7053 19.2888
Si 8.1286 4.9115 20.6019
B 6.3799 9.1518 14.5646
Si 2.1226 7.7047 20.3185
Si 1.9283 4.9478 18.7964
Si 4.5165 3.5348 18.0499
Si 8.4172 9.0213 16.7266
Si 0.8326 9.4622 13.2889
Si 9.9689 10.6715 11.6503
Si 5.3569 3.8126 21.0837
Si 0.5394 5.51 16.2654
Si 10.8003 9.1176 9.1106
Si 6.5636 8.8907 21.292
Si 7.088 6.9992 11.3686
Si 2.6841 0.7066 12.2217
Si 10.8344 8.6753 20.9946
Si 5.9708 4.2525 15.5898
Si 7.1248 0.3977 12.9452
Si 4.0769 2.9509 8.6217
Si 0.8264 6.709 11.9074
Si 6.5787 9.0249 9.0725
Si 0.6371 3.2966 21.1118
Si 9.7326 6.4736 12.9221
Si 7.7612 4.4275 9.6661
Si 3.9543 10.1512 20.288
Si 4.2713 3.0062 13.5473
Si 3.8575 9.9776 9.7462
Si 7.8638 0.8004 18.118
O 11.462 3.152 12.9673
O 9.3769 4.405 9.8652
O 8.7356 3.6175 19.8465
O 4.0271 0.2429 19.0247
O 11.2966 4.4474 15.3799
O 9.8766 9.7908 10.2726
O 3.7563 1.5175 13.1458
O 0.597 9.0455 14.8475
O 6.3222 0.9273 18.6314
O 4.777 3.3331 19.6546
O 6.2569 1.1332 11.7628
O 0.5384 8.5959 9.8666
O 5.6241 4.3905 17.1907
O 8.3282 7.0554 12.4017
O 4.428 2.645 10.1952
O 2.0215 5.6274 15.576
O 3.3744 0.0542 10.9061
O 5.7591 6.9644 12.3078
O 2.3558 6.4067 19.3733
O 0.6394 5.0089 17.8073
O 8.4968 10.743 12.3107
O 5.4784 10.0302 9.72
O 0.568 8.1604 20.2181
O 9.6868 2.5366 14.7396
O 2.0324 10.5419 13.2198
O 9.9304 9.159 16.1488
O 6.2897 10.0679 13.5459
O 7.3986 1.4102 14.1901
O 1.6314 3.9778 20.0463
O 5.7929 5.6186 14.7314
O 7.4022 9.1584 15.4807
O 1.5316 1.6746 11.6438
O 7.2324 8.2606 10.3472
O 4.4781 1.9855 17.5266
O 7.069 3.1017 10.2953
O 11.4596 6.9831 16.3814
O 8.097 10.1841 17.7866
O 3.2545 8.5109 10.1288
O 7.5151 3.7955 15.4232
O 3.1217 4.3267 17.8951
O 2.9762 3.9633 13.6554
O 1.3038 8.1651 12.4462
O 1.1578 5.644 13.0792
O 5.4155 8.1916 14.657
O 11.1238 2.4379 20.2742
O 11.0233 10.0211 12.7004
O 5.361 3.5186 12.4252
O 5.0073 3.0645 14.995
O 6.4954 4.9112 20.656
O 8.1687 1.6551 16.7711
O 10.4664 1.2502 11.3472
O 10.8144 6.5958 11.695
O 3.1659 8.8299 19.7653
O 1.6753 6.4032 10.5383
O 7.1536 8.2232 19.9555
O 8.354 7.664 17.6582
O 3.5725 6.577 13.664
O 9.5647 4.9306 13.422
O 5.4752 9.9645 20.7971
O 10.1835 7.4336 14.1447
O 8.7591 6.1826 19.8199
O 7.1052 5.6818 10.4346
O 8.9395 1.1346 19.3018
O 11.6553 3.2379 10.241
O 9.7308 8.714 19.7875

Results
free energy: -143103.152 eV
free energy less fixed offsets of B -154.04, O -568.88, Si -635.61 eV per atom: -1.302 eV

Forces (eV/angstrom), in the order of the atoms: element, x, y, z
Si -0.0212 0.0371 -0.0166
Si -0.0013 -0.0395 0.0805
Si -0.0044 -0.0114 -0.0178
Si 0.0482 -0.0186 -0.05
Si -0.0234 0.0209 0.0243
Si 0.0108 -0.013 0.0302
Si -0.0406 0.0061 -0.0392
Si 0.0385 -0.0228 0.059
Si 0.0365 0.0104 0.001
Si 0.0641 -0.0149 -0.0148
Si -0.0645 -0.0093 0.0142
Si -0.0468 -0.0107 0.0163
Si -0.0046 0.0066 0.0089
Si 0.0078 0.0063 -0.018
Si -0.0131 -0.0101 -0.0243
Si -0.0006 0.0267 0.0317
Si 0.0029 0.0371 -0.0541
Si -0.0146 -0.0091 0.0121
Si -0.0101 0.0128 0.0124
Si -0.0106 -0.005 -0.0071
Si 0.0391 0.0015 0.0111
Si -0.0234 0.019 0.029
Si 0.0211 0.0264 -0.0496
Si 0.0065 -0.0048 -0.0061
Si -0.0018 -0.0031 -0.0005
Si -0.0033 -0.0065 -0.011
Si 0.0016 -0.0128 -0.009
Si -0.0114 0.0138 0.026
Si -0.0122 -0.0094 -0.0032
Si 0.0265 0.0074 -0.0034
Si -0.0048 0.0095 -0.0025
Si -0.0189 0.0049 0.0003
Si 0.0073 -0.0076 0.0027
Si -0.0131 -0.0151 -0.0159
Si 0.0255 -0.0002 0.0083
Si -0.0199 0.004 0.009
Si -0.0454 0.0086 -0.0369
Si 0.0112 0.0015 0.0345
Si -0.02 -0.0067 0.0445
Si 0.0125 -0.0012 -0.0045
Si 0.0333 0.0287 -0.004
Si 0.017 -0.0041 -0.0454
Si 0.0014 0.0037 0.0179
Si 0.0344 -0.0037 -0.0718
Si 0.0243 -0.0102 -0.0718
Si 0.0069 0.0233 0.0411
Si -0.0466 0.0512 0.0931
Si -0.0202 0.0074 -0.0264
Si 0.0407 -0.0066 -0.1268
Si -0.0123 0.0056 -0.2211
Si -0.027 0.0817 0.1318
Si -0.0183 -0.0842 0.0838
Si 0.0013 -0.0036 -0.0961
Si 0.0192 -0.0443 -0.0989
Si 0.0242 -0.0019 0.0005
Si 0.0204 0.0483 0.0363
Si -0.0045 -0.0048 0.0197
Si 0.0154 -0.0002 -0.1479
Si -0.03 -0.0823 0.1339
Si 0.0498 -0.1351 0.1495
Si 0.0356 0.037 0.0948
Si -0.0272 0.0212 -0.1656
Si 0.018 0.0183 0.0567
Si -0.0991 0.0048 -0.0851
Si 0.0312 0.0109 0.0709
Si 0.072 0.0471 0.0699
Si 0.0179 0.0212 -0.0522
Si 0.0122 0.0568 -0.0416
Si -0.0279 0.0762 0.119
Si -0.0116 0.0384 0.0352
Si -0.0169 -0.0029 0.0819
Si 0.0568 -0.0331 0.034
Si -0.0027 0.003 0.0013
Si 0.0163 -0.0119 -0.006
Si -0.0033 -0.0089 0.0004
Si 0.004 -0.0031 0.0003
Si -0.0005 0.0094 -0.0004
Si -0.0015 0.01 0.0059
Si 0.0071 -0.0045 0.0005
Si -0.0044 -0.005 -0.0023
Si 0.0015 -0.0024 -0.0014
Si 0.0084 0.0018 -0.0015
Si -0.0012 0.0114 -0.0147
Si 0.0041 0.0064 -0.0104
Si -0.0065 -0.0026 -0.0104
Si 0.0038 0.0005 0.013
Si -0.0073 -0.0054 0.0179
Si -0.0053 0.0082 0.0079
Si 0.0136 0.0143 -0.0111
Si -0.0331 -0.0062 -0.0083
Si 0.0016 -0.0028 -0.0016
Si 0.0213 0.0086 -0.0052
Si 0.0115 0.0002 0.0121
Si 0.0011 -0.0011 0.009
Si -0.0133 -0.0059 0.0061
Si 0.0066 0.0117 0.0093
Si -0.0116 -0.0159 -0.0322
Si 0.0123 0.0081 0.0002
Si -0.0104 0.0068 -0.0207
Si -0.0256 -0.0269 0.0213
Si 0.0244 -0.0185 -0.0044
Si 0.0199 -0.0264 -0.014
Si 0.0263 -0.0082 -0.0213
Si 0.0282 0.0123 -0.0149
Si 0.0578 -0.0341 -0.0628
Si -0.0103 0.0044 -0.0034
Si -0.043 -0.025 0.0115
Si -0.0499 0.0074 -0.0133
O 0.0187 0.0186 0.0263
O -0.0022 0.0045 0.0195
O -0.007 -0.0208 -0.014
O 0.0073 -0.0103 0.0045
O 0.0068 0.0005 0.0202
O -0.0078 -0.0039 0.0019
O 0.0016 0.0167 0.0271
O -0.0034 0.0072 -0.0029
O -0.0168 -0.013 0.0197
O 0.0063 0.0099 0.0129
O 0.0078 -0.0037 0.0162
O 0.0022 -0.0119 0.0273
O 0.0158 0.0025 -0.0005
O 0.0078 -0.0455 -0.0972
O 0.0086 0.0579 -0.028
O 0.0175 -0.0379 -0.0555
O -0.0039 0.0184 0.0116
O -0.0136 -0.0017 0.01
O -0.0442 0.007 0.0442
O -0.0184 0.0113 -0.0272
O 0.0017 -0.0065 -0.0658
O -0.0091 0.0116 -0.001
O -0.0278 -0.0231 0.0652
O -0.0087 0.0141 -0.0302
Si -0.0281 -0.0039 -0.03
B 0.005 0.0494 -0.1575
Si -0.0239 -0.0214 0.0225
Si 0.0279 0.0073 0.0108
Si 0.0208 0.0277 -0.0033
Si 0.0281 0.0215 0.0671
Si 0.002 0.0024 -0.0164
Si 0.0012 -0.0144 -0.0248
Si 0.0609 -0.049 -0.0288
Si 0.0253 -0.0575 0.0004
Si -0.0129 -0.013 -0.0166
Si -0.0163 -0.0133 0.0688
Si 0.011 0.0035 0.0381
B 0.2502 0.1894 -0.0051
Si -0.0607 0.0068 -0.0357
Si 0.0038 -0.0319 0.024
Si 0.0007 -0.0837 0.0909
Si 0.0462 -0.0632 0.1342
Si -0.0323 -0.0117 -0.0018
Si 0.0673 -0.0314 -0.0543
Si 0.0243 -0.0646 0.0538
Si -0.0027 0.0005 0.0122
Si 0.0126 -0.002 -0.0336
Si 0.0038 0.0142 0.0473
Si 0.0129 0.0164 -0.017
Si -0.0122 0.0057 0.013
Si 0.0332 0.0034 -0.0111
Si 0.0151 0.0043 0.0456
Si 0.0719 0.036 -0.07
Si -0.0047 0.0021 -0.0243
Si -0.0108 0.0126 -0.03
Si 0.0152 0.0229 -0.054
Si 0.0616 0.0109 0.0177
Si 0.0599 0.005 -0.0021
Si 0.0383 0.0272 -0.038
Si -0.0724 0.0436 -0.0686
Si -0.026 -0.0387 0.0231
Si 0.0027 -0.0051 -0.0315
Si 0.0673 0.0633 0.0305
O -0.0034 0.0011 0.0144
O -0.029 0.0055 0.0072
O -0.0172 -0.0011 -0.0238
O -0.0167 -0.0394 0.2609
O -0.0203 -0.0092 -0.0053
O -0.0296 0.0276 0.0336
O 0.0152 -0.0216 -0.0265
O -0.0154 -0.0038 0.0042
O -0.0328 0 0.0687
O -0.0069 0.0359 -0.0473
O 0.0082 -0.0151 0.0329
O 0.0014 -0.0039 0.0039
O -0.0229 0.007 -0.0573
O -0.0301 -0.0073 -0.0028
O 0.008 -0.0131 0.003
O 0.0135 -0.0188 -0.022
O -0.0018 0.0069 0.0037
O 0.0023 0.0273 0.0083
O 0.016 0.0145 -0.003
O -0.0007 0.0018 -0.0128
O -0.0457 -0.0187 0.0123
O -0.0081 -0.005 0.0087
O 0.0126 -0.0255 0.0036
O -0.0555 -0.0184 0.008
O 0.0096 -0.005 -0.0046
O -0.0319 0.0192 -0.0051
O -0.0984 -0.0856 0.0179
O -0.0153 -0.021 -0.0198
O -0.0122 0.0013 -0.0086
O 0.0083 0.0503 -0.0129
O -0.1023 -0.0069 -0.1413
O 0.0154 -0.0165 0.0079
O -0.0027 -0.0266 0.0515
O 0.0384 0.0525 0.1452
O 0.0033 -0.0196 0.012
O -0.0166 0.0139 -0.012
O -0.0188 -0.0187 -0.027
O 0.0029 -0.0008 0.0066
O 0.007 0.012 -0.023
O 0.0187 -0.0056 -0.0366
O 0.0009 0.0155 -0.0178
O 0.0002 -0.01 0.0007
O 0.0209 0.0082 0.0101
O -0.1364 -0.0824 -0.0194
O -0.0469 0.0062 -0.0083
O -0.0128 0.0132 -0.0026
O 0.0124 -0.0024 -0.0394
O -0.0023 0.0051 0.0043
O -0.0169 -0.0002 -0.0092
O 0.0041 -0.0167 -0.0001
O -0.0217 -0.008 -0.0102
O -0.0148 -0.0019 0.0015
O -0.0044 0.0172 0.0354
O 0.0032 -0.0141 0.0213
O 0.0113 -0.003 -0.0127
O 0.0275 0.023 -0.0386
O 0.0082 0.0352 0.0108
O -0.0324 -0.0132 0.0036
O 0.031 0.0098 0.0002
O -0.0316 -0.0039 0.0009
O -0.0116 -0.0049 -0.0058
O -0.0513 0.0319 0.0541
O -0.0511 -0.0318 -0.0572
O -0.0003 0.0024 -0.0106
O -0.0027 -0.0164 -0.0032

The program warned: the cutoff lies below the one the program advises for these potential files; the exchange-correlation potential is rough where the density is thin.
